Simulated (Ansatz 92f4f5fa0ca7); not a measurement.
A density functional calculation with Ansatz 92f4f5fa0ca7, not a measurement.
Periodic cell of 122 atoms, Si78O44, from a study of silicon, its oxide and their interface. The atomic structure is a simulated model.

Settings: functional r2SCAN; potential files Ansatz norm-conserving; basis plane waves; wave-function cutoff 1300 eV; density cutoff ratio 4; exchange-correlation grid ratio 1; k mesh 2 x 2 x 1, shifted by 0.5 0.5 0.5 of a step; self-consistency stop 5e-08 eV per atom in the density residual; occupations Fermi-Dirac, 0.05 eV; spin none; net charge 0.

Cell vectors (angstrom)
a  10.88  0  0
b  0  10.88  0
c  0  0  17.839

Atoms and the computed forces on them: element, x, y, z (angstrom), force x, y, z (eV/angstrom)
Si  0.2823  -0.4203  0.6618  -1.5305  0.2735  -0.8482
Si  3.0983  1.8096  -0.6786  1.8754  0.4227  1.8113
Si  0.2979  5.2133  -0.1372  -1.7193  -2.0675  -0.962
Si  2.1721  8.0545  0.4681  2.3912  -0.3769  4.1583
Si  5.8702  0.163  -0.6005  -0.9854  -1.7262  0.7757
Si  7.8958  2.3437  -0.2356  -0.0332  0.3246  -0.4335
Si  5.0103  5.8539  -0.2472  -0.0904  -2.7558  3.2244
Si  7.7343  8.6211  -0.2521  -0.388  2.8698  1.811
Si  1.6069  1.3045  1.2737  0.5758  0.0433  -2.0774
Si  3.8966  3.9739  0.9129  -2.0365  1.6178  -0.0597
Si  1.2636  6.2553  1.8236  1.2896  -0.2563  -0.321
Si  3.963  9.5145  1.4863  0.0043  -0.3454  -1.0334
Si  6.4978  1.2444  1.3071  1.3419  -0.1071  0.9153
Si  8.6997  3.887  1.4845  1.4611  0.9378  -0.1371
Si  6.5049  7.1862  0.9717  1.2073  -2.7374  -2.8547
Si  8.9447  9.8978  1.8763  0.7641  -1.1822  -1.3764
Si  0.3008  2.8217  2.1213  -2.5124  1.9953  2.0101
Si  2.6615  0.1234  2.7797  3.8031  -0.0509  0.8933
Si  -0.134  7.9178  2.7546  -1.6421  1.7684  1.2091
Si  3.1698  5.1271  3.0427  -1.4348  0.6621  -1.0658
Si  5.3611  3.0695  2.2087  0.2062  -1.8775  1.151
Si  7.4114  1.058  3.9121  0.9905  0.3166  -1.61
Si  5.6645  8.3006  2.4953  -2.3996  2.7829  3.2934
Si  7.9592  6.1427  2.3971  1.2612  -2.0526  1.1906
Si  1.2992  3.8722  4.037  1.8165  -0.2145  -1.2325
Si  4.6463  1.1601  4.0603  -1.8387  1.1065  -1.4457
Si  0.985  9.9781  3.766  -0.3068  -3.4447  0.3337
Si  3.9264  7.4021  3.7694  0.1201  -1.8314  0.4982
Si  6.5459  4.3346  3.6673  1.0404  1.3709  -0.3659
Si  9.9237  1.6821  4.3351  -1.202  1.1118  -2.37
Si  6.9729  9.7467  3.8638  1.0568  -1.4899  1.1761
Si  9.3786  7.4336  4.7421  0.8788  -1.9767  -1.8552
Si  -0.0588  0.0291  5.4405  0.862  -0.4332  2.1093
Si  3.1153  2.6066  5.1629  -1.8433  -1.1963  0.2887
Si  -0.0241  5.1155  5.3872  -0.1702  2.6935  -1.1793
Si  2.225  8.2782  5.2555  0.7385  0.408  -1.4292
Si  5.5982  -0.2301  5.6803  0.4825  0.751  -0.3277
Si  7.4497  2.8803  5.2675  -0.3963  0.1986  1.0888
Si  5.2958  5.709  5.1372  -1.0938  0.0908  -1.0018
Si  7.8168  8.6625  5.9881  -2.028  -1.1992  -2.5851
Si  1.7763  1.1246  6.7503  -1.4367  0.9569  -0.2757
Si  4.8123  3.663  6.1872  0.5635  0.4061  1.222
Si  1.5832  6.344  6.3801  -0.0317  1.1204  2.0663
Si  3.8976  9.4055  6.3888  -0.4137  -1.2904  2.6767
Si  6.6246  1.4544  7.1296  0.5485  -0.4371  -0.1534
Si  9.7988  3.3607  6.0076  -2.6005  -0.2178  0.7927
Si  6.6711  6.6567  6.6093  1.0603  0.7388  2.0007
Si  9.602  9.497  6.8824  1.6641  0.5549  -0.4914
Si  -0.1509  2.3808  7.7714  2.7939  0.2606  2.0467
Si  2.8283  -0.3005  8.1716  3.0281  2.4717  -1.3267
Si  -0.028  8.0083  7.9903  1.6584  -0.2418  -0.4463
Si  3.0347  5.2467  8.1835  -1.2961  -0.2475  0.3939
Si  4.6866  3.7536  8.5752  0.6025  -1.5154  -0.63
Si  8.5416  0.1726  8.0119  -2.8859  1.718  1.6164
Si  5.1693  7.9744  8.1692  1.2121  0.2822  -1.0082
Si  8.3359  5.0571  7.5689  -0.3788  0.2686  -1.1808
Si  1.1187  4.1339  9.1846  0.5135  0.0683  2.7338
Si  4.6174  1.4448  9.7687  0.494  -3.7225  0.2789
Si  1.5501  9.3352  9.2601  -3.3933  -4.0725  3.3588
Si  3.5628  6.9825  9.6359  3.3152  0.0575  1.6434
Si  6.9432  3.8912  9.0201  2.3015  1.182  2.3936
Si  9.3221  1.8656  9.5797  -1.4072  0.5024  -4.1109
Si  6.6357  9.8007  9.1355  -2.991  0.3355  -3.8182
Si  9.8537  6.2223  9.0256  -1.7551  0.77  1.4512
Si  3.7549  6.3042  14.7939  -0.7004  2.8606  2.7952
Si  10.6614  0.1467  11.4884  5.4547  0.3142  1.7437
Si  1.6384  2.7765  12.3553  -2.5041  -1.1379  -2.2851
Si  8.5683  5.2177  14.0187  0.0851  -5.1451  -1.019
Si  6.2345  -0.3766  11.8436  0.4475  -1.6223  2.4798
Si  7.5167  6.2868  11.2234  0.2428  -1.2434  -2.3417
Si  9.5632  7.7199  15.3202  -6.0202  0.8223  -1.3467
Si  8.5645  10.14  13.7379  1.2005  -0.1895  2.0339
Si  -0.8991  0.6846  16.2634  -2.4449  1.5269  -0.2398
Si  6.1401  3.8822  15.6085  4.3073  -1.0397  -1.5476
Si  5.1609  -3.145  12.3136  -3.2214  0.2502  1.4504
Si  3.463  3.2132  14.365  4.6024  2.0099  2.7626
Si  1.3792  7.5842  15.7302  -2.8817  -1.606  -0.9312
Si  10.6657  3.2676  14.9715  0.3892  3.8217  -1.0307
O  0.2974  -0.1496  -1.08  1.7938  -2.1304  2.8778
O  1.1561  -1.7267  1.0209  -1.7733  0.8046  0.1483
O  4.5645  1.0875  -1.1396  0.3854  -1.3092  0.2677
O  2.9173  2.7449  -1.9502  -1.3656  0.9401  -3.4204
O  5.1945  3.0884  -3.1991  -2.6595  -0.9293  -1.608
O  -0.1701  3.9912  -1.3125  1.1205  0.0361  -0.963
O  2.0345  8.4757  -1.0219  0.9188  1.0445  -2.9796
O  0.6426  6.3481  -1.2288  0.8669  1.3725  -1.3109
O  6.7236  -1.2818  -1.2009  -1.1294  1.9605  0.8793
O  9.259  1.3447  -0.1744  -0.2015  0.0706  -3.025
O  7.2384  2.6586  -1.8147  0.7917  0.114  2.863
O  5.2471  4.3738  -0.9817  2.3715  0.4275  -1.0205
O  -2.6811  5.8795  12.6541  -1.5578  0.2294  -2.547
O  1.6047  3.602  10.8884  -0.3091  -0.1784  -0.1171
O  5.4631  0.8586  11.1818  -0.1656  2.3826  1.3549
O  4.8967  -0.2965  9.3729  1.2639  0.2858  -2.2552
O  3.862  7.5022  11.2604  2.3467  -1.6308  1.1833
O  2.2806  7.8023  9.6655  -4.9176  4.6339  -1.1325
O  -2.4223  3.2038  9.8286  -1.78  -0.4529  -0.4599
O  11.8686  1.2975  11.9812  -0.7448  -0.6555  0.2596
O  9.5869  1.0326  10.8457  -1.1946  1.1444  -0.1618
O  11.1414  5.5046  9.6904  0.0871  -1.5729  -0.5846
O  7.2214  9.9131  10.5666  -0.2296  0.7507  4.9479
O  0.1048  8.1429  14.8502  2.1586  0.8399  1.2587
O  11.5489  9.959  10.6202  0.081  -0.1382  -0.9746
O  8.8503  6.6594  10.3267  -0.5051  -0.0105  -0.6082
O  2.3408  7.1088  14.5974  1.7343  -0.9833  -0.2099
O  8.9542  7.8751  16.9112  2.2461  -0.2409  -3.3698
O  9.7587  -0.4165  12.6416  -0.8188  -1.7607  2.4685
O  6.4424  -3.2502  11.3449  2.671  -4.3611  0.5301
O  3.1774  2.6275  12.9214  -0.5607  -0.3489  -0.2007
O  8.4829  8.5214  14.1337  1.3821  0.8733  1.1409
O  7.3173  4.9736  14.9636  -5.1606  -2.791  1.3569
O  4.2343  6.5665  16.4726  -2.5841  1.7027  -4.7373
O  5.305  -1.5881  12.7592  0.4145  1.512  -2.1528
O  9.0758  -0.1477  15.2867  -2.3336  -1.7291  -2.2645
O  7.1632  -0.0467  13.2377  0.7462  -0.3626  -1.6132
O  9.6376  3.8624  13.876  -4.6166  3.3607  0.9587
O  9.1387  6.2352  14.9574  4.3331  3.6155  2.8795
O  6.6953  15.8674  10.3254  1.0527  2.1938  1.6224
O  4.8591  6.875  13.9011  3.4098  3.4997  -5.081
O  -0.4601  1.786  15.2117  0.5687  -1.5181  0.6674
O  3.6417  4.8776  14.2865  -2.5631  -4.5583  -0.1011
O  11.7338  -7.5396  13.7055  3.7873  -0.138  0.1037

Results
free energy: -29564.810 eV
free energy less fixed offsets of O -463.61, Si -117.95 eV per atom: 34.130 eV
pressure: -0.74 GPa
stress xx, yy, zz, yz, xz, xy (GPa, positive in tension): -0.01, -0.4, 2.64, 0.53, 0.01, -0.19

The program warned: the forces do not sum to zero within the program's tolerance.
